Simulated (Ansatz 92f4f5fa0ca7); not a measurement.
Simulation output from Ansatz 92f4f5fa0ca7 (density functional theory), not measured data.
Periodic cell of 225 atoms, Si132O91P2, from a study of silicon, its oxide and their interface. The atomic structure is a simulated model.

Settings: functional PBE; potential files Ansatz PAW; basis plane waves; wave-function cutoff 700 eV; density cutoff ratio 5; exchange-correlation grid ratio 1; k mesh 2 x 2 x 1, shifted by 0.5 0.5 0.5 of a step; self-consistency stop 5e-08 eV per atom in the density residual; occupations fixed; spin none; net charge 0.

Cell vectors (angstrom)
a	10.938	0	0
b	0	10.938	0
c	0	0	31.9494

Atoms and the computed forces on them: element, x, y, z (angstrom), force x, y, z (eV/angstrom)
Si	10.615	0.0379	24.4418	-0.0074	0.0034	-0.0293
Si	5.0743	0.1709	24.6781	-0.024	-0.0113	-0.0188
Si	2.8069	2.3203	24.5359	0.0067	-0.0055	-0.027
Si	8.5662	2.4754	24.5762	0.0152	0.0097	-0.0171
Si	10.7074	5.6238	24.3525	-0.0156	-0.0137	-0.0281
Si	5.1488	5.6505	24.4572	-0.004	-0.0025	-0.0289
Si	2.9794	7.9894	24.4072	0.0191	0.0078	-0.0315
Si	8.4202	7.866	24.431	0.0062	0.0047	-0.0344
Si	1.2904	1.1556	25.8545	-0.0193	-0.0069	-0.0068
Si	6.8134	1.3642	25.7549	0.0053	-0.0122	0.0033
Si	3.9784	4.0382	25.7322	0.0106	-0.005	-0.0102
Si	9.6888	4.0543	25.8628	0.0129	0.0199	-0.0045
Si	1.3389	6.8252	25.6817	0.0035	-0.0109	0.0217
Si	6.8024	6.749	25.755	0.0087	0.0221	0.0202
Si	4.0013	9.4978	25.9545	-0.0377	0.0001	-0.019
Si	9.4788	9.4703	25.8215	0.015	0.0044	0.004
Si	2.6333	-0.1169	27.296	-0.0051	0.0101	0.0099
Si	8.1302	-0.0445	27.1585	-0.0027	-0.0033	-0.0064
Si	0.0726	2.6768	27.2178	-0.0077	0.0064	0.0011
Si	5.4421	2.7461	27.1206	0.0053	0.0025	-0.0052
Si	2.6631	5.4357	27.1159	0.0001	-0.006	0.0014
Si	8.1848	5.3892	27.1419	-0.0013	0.0193	-0.0107
Si	0.0054	8.1713	27.1434	0.0186	-0.0026	-0.0061
Si	5.5064	8.1628	27.1802	0.0035	-0.009	-0.0079
Si	4.0858	1.3404	28.5037	0.0009	0.0116	-0.0204
Si	9.5418	1.3371	28.5098	-0.0071	-0.0051	-0.0094
Si	1.389	4.0788	28.5706	-0.0069	0.0007	-0.0278
Si	6.8097	4.0711	28.533	-0.0086	-0.0039	-0.0166
Si	4.0875	6.789	28.4888	-0.0111	0.0001	-0.0007
Si	9.5552	6.7929	28.4911	-0.0036	0.0056	0.0061
Si	1.2972	9.4881	28.6326	-0.0081	-0.0063	-0.0357
Si	6.8215	9.544	28.5697	-0.007	0.0004	-0.0194
Si	-0.0308	-0.0004	29.9178	-0.0093	0.0154	-0.0025
Si	5.4603	-0.0001	29.8997	-0.0085	0.0083	0.0036
Si	2.7624	2.7189	29.9068	0.0105	-0.0143	0.0036
Si	8.1975	2.7218	29.8908	0.0127	-0.0076	0.0056
Si	-0.0047	5.4592	29.894	-0.0063	0.0138	-0.0008
Si	5.4626	5.4592	29.8916	-0.0045	0.0114	0.004
Si	2.7538	8.1616	29.9084	0.019	-0.0176	-0.0036
Si	8.2225	8.184	29.893	0.0158	-0.0098	-0.001
Si	1.3673	1.3673	31.2657	0.0668	0.055	-0.0394
Si	6.8362	1.3673	31.2657	0.0171	-0.0036	0.0059
Si	4.1018	4.1018	31.2657	0.0702	-0.0437	0.0983
Si	9.5708	4.1018	31.2657	-0.093	-0.0843	-0.0553
Si	1.3673	6.8362	31.2657	0.0183	-0.1383	0.0593
Si	6.8362	6.8362	31.2657	0.0214	-0.0075	-0.0872
Si	4.1018	9.5708	31.2657	-0.0355	-0.0374	-0.0031
Si	9.5708	9.5708	31.2657	-0.1913	-0.1221	0.1667
Si	2.7345	0	0.6835	0.0261	0.0266	-0.0285
Si	8.2035	0	0.6835	-0.0045	0.0218	-0.1136
Si	0	2.7345	0.6835	0.0876	0.067	0.0245
Si	5.469	2.7345	0.6835	0.0155	0.0112	0.0387
Si	2.7345	5.469	0.6835	-0.0355	-0.0582	-0.0911
Si	8.2035	5.469	0.6835	0.0838	0.0805	-0.0493
Si	0	8.2035	0.6835	0.0835	0.0607	0.0314
Si	5.469	8.2035	0.6835	0.0879	0.0906	0.0431
Si	4.1123	1.3594	2.0615	0	-0.004	0.0014
Si	9.6047	1.3393	2.0432	0.0138	-0.0134	-0.0041
Si	1.3711	4.1199	2.0562	-0.0173	0.0115	-0.0043
Si	6.8447	4.1126	2.0343	-0.0154	0.0097	-0.0019
Si	4.0977	6.8364	2.0402	0.0069	-0.0078	0.0028
Si	9.6001	6.8227	2.0602	0.0059	-0.0041	-0.0007
Si	1.3632	9.5972	2.0497	-0.0146	0.0106	-0.0064
Si	6.8449	9.5932	2.0475	-0.0135	0.0074	-0.0022
Si	0.0436	0.0249	3.4759	-0.0022	0.001	0.0006
Si	5.4981	0.0126	3.451	0.016	0.0123	0.0082
Si	2.7313	2.7443	3.3998	0.0027	-0.0069	0.0159
Si	8.2702	2.7648	3.3401	-0.002	-0.0019	0.0331
Si	0.0602	5.5035	3.4783	-0.0013	-0.0013	-0.0032
Si	5.497	5.5016	3.3992	-0.0003	0.0006	0.0269
Si	2.7381	8.2334	3.3809	0.0013	-0.0047	0.0097
Si	8.2858	8.278	3.373	0.0146	0.0031	0.0157
Si	1.401	1.4254	4.8503	-0.0094	0.0003	0.0018
Si	6.9353	1.4369	4.7179	0.0031	-0.0058	-0.0004
Si	4.0975	4.1212	4.7291	-0.0027	-0.0037	0.0014
Si	9.638	4.0551	4.7685	0.01	-0.0141	-0.001
Si	1.3944	6.973	4.8481	-0.0068	0.0089	0.0124
Si	6.8988	6.941	4.6762	-0.0126	0.0013	-0.0117
Si	4.0982	9.5435	4.7778	-0.0162	0.0003	0.0074
Si	9.6512	9.5635	4.8519	0.0198	-0.0224	0.0012
Si	2.7641	-0.01	6.155	-0.0152	-0.0109	0.0192
Si	8.2975	0.0805	6.0997	-0.0064	0.0084	-0.0031
Si	0.053	2.7867	6.2969	-0.0064	-0.0044	-0.0268
Si	5.5283	2.7808	6.0467	-0.0036	-0.005	0.0016
Si	2.8519	5.608	6.0915	0.0044	-0.0244	0.0165
Si	8.2961	5.5636	5.9436	0.0063	0.0206	0.0288
Si	0.0714	8.2915	6.4013	-0.0069	0.0059	-0.0192
Si	5.5116	8.1945	6.1243	0.0362	0.0179	-0.0013
Si	4.4346	1.1341	7.322	0.0016	-0.0128	0.0177
Si	9.8136	1.1446	7.6244	-0.0076	-0.0228	0.062
Si	1.237	4.5189	7.4686	0.011	0.0311	0.0407
Si	6.668	4.4892	7.1828	0.0269	0.0039	0.0324
P	4.3669	6.717	7.4838	0.0016	-0.0396	0.0328
Si	9.7432	6.5925	7.5124	-0.0206	-0.0321	0.0159
Si	1.2939	9.9316	7.7656	0.0246	0.0304	-0.0032
Si	6.7022	9.8803	7.3798	-0.0022	0.0155	0.043
O	9.5787	1.2763	23.9934	0.0037	-0.0088	-0.0286
O	4.0952	6.8369	23.9464	-0.0088	0.0117	-0.0248
O	4.003	1.2732	24.0333	-0.0074	0.0005	-0.0282
O	9.5377	6.7359	23.9095	0.004	0.001	-0.0212
O	0.0115	5.5335	7.9924	0.007	-0.0028	0.0289
O	5.5687	0.055	7.8845	0.0092	-0.0007	0.0324
O	0.0698	0.0846	8.1621	-0.0088	0.0065	0.0231
O	5.5495	5.58	7.7722	-0.0202	0.0323	0.0094
O	7.555	3.9526	8.4483	-0.0291	-0.0151	-0.0172
O	8.7436	7.0069	8.7862	0.02	0.0204	-0.0033
O	2.2108	9.5235	9.1309	-0.0247	-0.0027	-0.0014
O	8.8924	1.6878	8.9182	0.0258	0.0196	-0.0212
O	7.6099	9.4085	8.6804	-0.0249	-0.0186	0.0023
O	3.6372	1.7957	8.5919	0.0162	0.0234	0.0109
O	2.0988	4.0011	8.783	-0.0154	-0.0094	-0.0063
O	8.1398	3.5326	23.3732	-0.0276	-0.0269	-0.0192
O	0.4507	4.9727	22.9701	-0.0171	-0.0049	0.0144
O	1.8578	2.7526	23.2596	0.0119	0.0178	-0.0043
O	5.8251	4.9491	23.1244	0.0054	0.006	0.004
O	5.5476	10.0447	23.5225	0.0299	0.0285	-0.0118
O	2.4258	8.7235	23.0236	-0.0103	-0.0193	0.0138
O	0.1681	10.0982	23.1115	0.0168	0.0174	0.0057
O	7.804	8.6227	23.0891	-0.0067	-0.0134	0.0093
Si	8.6036	7.7486	18.4396	-0.0008	-0.0006	-0.0016
Si	8.6604	6.3443	13.6753	-0.0051	-0.0006	0.0174
Si	3.675	1.5464	14.7545	-0.0061	-0.0019	0.0044
Si	2.0517	5.7992	17.6717	0.0007	0.003	-0.0069
Si	2.3961	3.1943	19.5149	0.0055	0.0082	0.0065
Si	9.6385	9.0186	12.1612	-0.0031	-0.0068	-0.0032
Si	1.301	9.4593	22.0952	-0.0046	0.0058	0.0015
Si	9.0277	0.9691	13.2091	0.0002	0.0007	0.0023
Si	1.4358	5.1588	12.9464	-0.0037	-0.0027	0.0027
Si	1.6787	8.4289	12.9434	0.0025	0.0004	0.0041
Si	6.668	9.6029	22.4462	-0.0096	0.0146	0.0095
Si	4.411	4.6058	15.74	-0.0015	0.0036	0.0017
Si	8.1819	3.01	9.5923	-0.0096	0.0146	-0.0097
Si	0.7818	8.3004	19.287	-0.0059	-0.0025	0.0025
Si	6.9443	1.3942	21.1018	-0.0047	0.0009	0.0109
Si	8.1812	8.2624	9.6869	-0.0003	-0.0009	-0.0109
Si	10.8706	5.282	15.601	0.005	-0.0018	0.0043
Si	7.4428	9.5104	16.3168	-0.0002	-0.0052	-0.0019
Si	9.9048	2.1379	20.276	-0.0035	0.0005	0.0037
P	2.9065	8.3967	10.1831	0.0029	0.0187	0.0169
Si	6.6379	3.4182	17.4292	-0.0013	-0.0015	-0.0026
Si	1.1328	0.2645	19.8248	-0.0066	-0.0025	0.0091
Si	3.1734	2.812	12.2792	-0.0048	-0.0029	0.0017
Si	7.1865	5.4425	19.7063	0.0018	-0.0013	0.007
Si	5.6203	8.5784	11.5158	0.0046	-0.0002	-0.0018
Si	5.6945	6.0076	13.2322	-0.0017	0.0013	0.0051
Si	4.54	9.7449	17.7016	-0.009	0.0005	0.0078
Si	1.0072	3.6365	22.188	0.0059	-0.0054	0.0069
Si	4.8791	1.5378	18.8284	0.0001	-0.0003	0.0029
Si	3.2029	3.0567	9.5046	0.0026	-0.0087	-0.0133
Si	6.2977	10.7825	13.7586	-0.0013	0.0008	0.0015
Si	10.1963	0.1507	16.0108	0.0036	0.0091	-0.0015
Si	5.6326	3.6046	11.173	-0.0026	-0.0021	-0.0017
Si	9.7698	3.907	11.9394	0.0021	0.001	-0.0109
Si	2.1982	9.9761	15.6973	0.0026	-0.0009	-0.0014
Si	6.0374	8.1676	19.8383	-0.0091	0.0032	0.0086
Si	6.9333	4.0128	22.3899	-0.0004	-0.0103	0.0088
Si	9.7105	2.8554	17.3452	0.0039	0.0036	-0.0051
O	7.0804	6.2921	14.058	-0.0157	-0.0083	-0.0198
O	1.8281	7.1083	18.7249	-0.0122	0.0096	0.0061
O	10.3468	4.0003	16.413	-0.0002	0.0008	0.0029
O	6.0452	9.9548	17.0607	-0.0005	-0.0035	0.003
O	9.9882	0.7022	14.4942	-0.0175	-0.0062	0.0065
O	8.4046	6.1656	18.8643	-0.0307	0.0208	0.0097
O	5.0171	0.6451	14.4159	-0.006	-0.0068	-0.0067
O	5.7311	2.0748	17.5535	0.0007	0.0139	0.0247
O	8.3197	2.0068	20.5283	-0.0033	-0.0029	0.0044
O	1.9262	4.3504	18.4478	-0.0061	-0.0012	0.0145
O	6.9412	2.7605	10.6521	-0.0055	0.0223	0.0006
O	4.8095	2.6554	12.2176	-0.014	0.0268	-0.0265
O	5.9093	4.4423	16.3931	-0.0179	-0.0158	0.006
O	4.5615	3.8968	9.942	-0.0122	-0.0278	0.0276
O	10.6663	2.8512	21.5344	0.0068	-0.0003	-0.015
O	9.6586	6.189	14.9747	0.0055	-0.0179	-0.0182
O	5.9767	6.5325	19.8751	0.0302	0.0083	-0.0072
O	4.0353	0.2363	18.3316	0.0225	-0.0191	-0.0041
O	9.1195	10.5623	12.2758	0.0076	0.0114	0.0173
O	2.8231	4.3807	12.6144	-0.0103	-0.0181	-0.0023
O	1.8719	10.7497	21.232	-0.0323	-0.0194	-0.0129
O	3.9772	2.7944	19.374	0.0002	-0.0077	-0.0086
O	0.5806	10.094	16.0698	-0.0129	0.0066	-0.0046
O	1.2335	9.8536	18.8652	-0.0043	-0.0054	0.0259
O	1.6947	1.7154	19.2984	-0.0054	0.0077	-0.0025
O	8.7779	10.442	16.5256	-0.0013	0.0023	-0.0195
O	4.8023	8.6351	18.8744	0.0062	0.0102	0.0031
O	9.4935	8.7078	10.5616	-0.0213	-0.0051	0.0143
O	6.6926	4.1404	18.8844	0.0056	0.0042	-0.0174
O	2.7282	1.776	13.4303	0.0201	0.0225	-0.0072
O	5.8257	8.81	21.3079	0.0211	-0.0048	-0.0135
O	2.5102	2.4241	10.8471	0.03	0.0301	0.0119
O	7.61	4.8928	21.185	-0.0228	-0.0001	-0.0024
O	5.1263	7.3989	12.5561	0.0208	0.0024	-0.0072
O	0.1915	9.0191	12.7631	0.0124	-0.0121	-0.0015
O	7.4213	1.0355	13.545	0.0043	-0.0174	0.0119
O	6.9774	9.6275	14.7419	0.0043	0.0254	-0.0119
O	8.8993	5.0374	12.7247	0.0186	-0.0014	0.0019
O	8.0146	8.0621	16.9113	-0.006	0.0028	0.0156
O	6.2127	2.6114	21.9256	0.0198	0.0086	-0.0126
O	2.2973	9.058	14.3251	-0.0132	-0.0001	-0.013
O	0.3515	4.5048	11.9122	0.0065	0.0044	0.0194
O	0.7559	8.3662	20.9571	0.0164	0.0242	-0.0095
O	9.3406	3.8357	10.3755	-0.0231	-0.0213	0.0165
O	9.5443	2.3951	12.5699	-0.0223	0.0052	-0.0034
O	7.5678	8.6156	19.3907	-0.0038	-0.0293	-0.0099
O	2.5005	9.0259	11.6561	-0.0142	-0.0299	0.0007
O	3.8958	3.0494	15.425	-0.0027	0.0037	-0.0135
O	0.9351	4.747	14.438	-0.0131	0.0303	-0.0084
O	10.0158	3.0886	18.9366	-0.0042	-0.0113	-0.0095
O	8.8901	7.8083	12.9813	0.0023	-0.0029	-0.0148
O	10.4818	0.613	20.0734	0.0093	0.0139	0.0018
O	5.9947	4.9748	11.9827	-0.017	-0.0037	0.0083
O	8.1159	2.9139	16.9845	0	0.0085	0.0213
O	3.4195	5.5121	16.7354	0.0021	-0.0039	-0.0097
O	4.4964	8.8775	10.3196	0.0138	-0.0045	0.0101
O	1.645	6.7827	12.8811	-0.005	0.0093	0.0042
O	4.6316	5.4572	14.3531	0.0078	-0.0073	0.0024
O	2.06	3.891	20.9588	-0.0149	-0.0169	-0.0084
O	10.4211	1.4351	16.983	-0.0117	0.009	-0.0072
O	0.8245	6.1473	16.6464	-0.0048	-0.0277	-0.0173
O	7.3533	10.9934	21.933	-0.0137	-0.0101	-0.0125
O	5.8948	0.9549	19.9543	0.0039	0.0179	-0.0056
O	5.9056	9.9595	12.3787	-0.0058	-0.0177	0.0063
O	2.7158	0.5916	15.6557	0.0076	0.0002	-0.0029
O	6.9527	7.9829	10.7429	-0.0197	0.0189	0.0063
O	10.1868	8.0826	18.6964	0.0089	-0.0019	0.0098
O	3.3013	9.2542	16.7196	0.0095	0.0139	0.0001

Results
free energy: -137194.604 eV
free energy less fixed offsets of O -569.03, P -756.45, Si -635.61 eV per atom: 0.546 eV

The program warned: the cutoff lies below the one the program advises for these potential files; the exchange-correlation potential is rough where the density is thin.
